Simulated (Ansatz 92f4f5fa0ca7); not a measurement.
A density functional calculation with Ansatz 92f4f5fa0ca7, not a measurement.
Periodic cell of 252 atoms, Si144O100N8, from a study of silicon, its oxide and their interface. The atomic structure is a simulated model.

Settings
functional: r2SCAN
potential files: Ansatz norm-conserving
basis: plane waves
wave-function cutoff: 1300 eV
density cutoff ratio: 4
exchange-correlation grid ratio: 1
k mesh: 2 x 2 x 1, shifted by 0.5 0.5 0.5 of a step
self-consistency stop: 5e-08 eV per atom in the density residual
occupations: Fermi-Dirac, 0.05 eV
spin: none
net charge: 0

Cell vectors (angstrom)
a  10.888  0  0
b  0  10.888  0
c  0  0  35.9678

Atoms and the computed forces on them: element, x, y, z (angstrom), force x, y, z (eV/angstrom)
Si  1.4948  1.4316  1.3942  -0.0084  -0.0061  -0.0055
Si  3.1614  2.3261  -0.0641  0.0202  -0.0156  0.089
Si  -0.1411  5.8033  -0.1423  -0.0148  -0.0113  0.0928
Si  3.0693  8.0644  0.1356  0.0045  -0.0337  0.0843
Si  5.3315  -0.0292  0.0464  -0.02  0.0291  0.0678
Si  8.4444  2.4047  -0.0674  0.0086  -0.0204  0.0754
Si  5.2132  5.7501  0.1212  -0.0281  0.0125  0.0718
Si  8.5996  8.0501  0.2572  0.0013  -0.0305  0.0469
Si  -0.1322  0.2811  0.2058  -0.0046  0.0068  0.0641
Si  4.131  4.0321  1.2825  -0.001  0.0127  -0.0163
Si  1.4158  6.8457  1.2983  -0.0113  0.0148  0.0093
Si  4.1683  9.5223  1.5526  0.0009  0.0128  0.0048
Si  6.9024  1.2515  1.2843  -0.0094  -0.0139  0.0043
Si  9.6061  4.108  1.1447  -0.0072  0.0078  0.0212
Si  6.8817  6.8565  1.3696  0.023  0.0191  -0.0024
Si  9.7047  9.5724  1.5738  -0.0092  0.0016  -0.0092
Si  0.072  2.8214  2.6537  0.002  -0.0209  0.0156
Si  2.7484  0.0134  2.7972  -0.0172  -0.0119  0.0148
Si  0.1514  8.1578  2.811  0.0019  0.0171  0.0121
Si  2.7299  5.3916  2.6499  0.0359  0.0102  0.0073
Si  5.5346  2.6828  2.6351  -0.0026  0.0005  0.0171
Si  8.2001  -0.0152  2.7879  -0.0051  -0.0042  0.0212
Si  5.5598  8.1569  2.8226  -0.0112  0.0074  0.0139
Si  8.237  5.4101  2.6373  0.0012  -0.0103  -0.0011
Si  1.3814  4.1179  4.0983  -0.0294  0.0137  0.0028
Si  4.1455  1.3947  4.0732  0.0085  0.0038  -0.0088
Si  1.431  9.5353  4.1717  0.0218  -0.0127  0.0195
Si  4.1162  6.748  4.0423  -0.0155  0.0053  0.0035
Si  6.8598  4.0643  4.0212  0.0019  -0.0081  -0.0169
Si  9.5937  1.4085  4.0352  0.0157  -0.0048  0.0108
Si  6.8628  9.5368  4.1795  -0.0003  0.0023  0.006
Si  9.5646  6.7944  4.0527  -0.0064  0.02  -0.0063
Si  0.0145  0.0225  5.4561  -0.009  -0.0104  0.0082
Si  2.7565  2.7352  5.442  0.0097  -0.0251  0.0086
Si  0.0073  5.4651  5.4479  -0.0079  0.026  -0.0089
Si  2.7757  8.1178  5.4379  -0.0024  0.0098  -0.001
Si  5.4574  0.0185  5.4637  -0.0237  0.0052  0.0008
Si  8.2054  2.7285  5.4043  0.004  -0.0006  -0.012
Si  5.4718  5.4022  5.418  0.0158  0.0061  0.0033
Si  8.2179  8.1427  5.4819  0.0207  -0.0306  0.0049
Si  1.385  1.3712  6.8148  -0.0175  0.0125  0.0029
Si  4.096  4.0906  6.8316  -0.002  -0.0008  0.0044
Si  1.366  6.8162  6.8078  -0.0087  -0.0056  -0.0164
Si  4.084  9.5084  6.7767  0.0096  -0.0308  -0.0067
Si  6.833  1.3881  6.781  0.0084  -0.0048  -0.0014
Si  9.5114  4.1098  6.7787  0.0049  -0.0126  0.0022
Si  6.8028  6.7828  6.8079  -0.0028  0.0008  -0.0058
Si  9.5516  9.5363  6.8427  0.0007  0.0176  -0.0017
Si  -0.0033  2.7787  8.1202  -0.0317  -0.0154  0.001
Si  2.7061  -0.0715  8.1552  0.0435  -0.0004  -0.0046
Si  0.0177  8.1533  8.2043  0.0132  -0.0178  -0.0018
Si  2.6992  5.4627  8.183  -0.0145  0.0374  -0.0053
Si  5.4646  2.7069  8.1709  -0.0017  -0.0162  0.0084
Si  8.1482  0.0253  8.1633  -0.0103  -0.0223  0.0088
Si  5.4033  8.1548  8.1423  -0.0022  0.0374  -0.0111
Si  8.1394  5.4141  8.1888  0.0013  0.0258  0.0117
Si  1.3129  4.1172  9.5362  0.0168  0.0017  0.0349
Si  4.1064  1.2718  9.4629  -0.0094  -0.0367  0.0004
Si  1.3663  9.4894  9.5994  -0.0802  -0.0289  0.0004
Si  4.0163  6.8561  9.5512  0.0353  -0.0107  0.0149
Si  6.7622  4.078  9.5881  0.0124  -0.0299  -0.005
Si  9.5146  1.4449  9.4666  0.0128  0.0007  -0.034
Si  6.7274  9.5407  9.4741  0.0381  0.0258  0.0027
Si  9.5146  6.7734  9.5366  -0.0027  -0.0229  -0.0013
Si  -0.0604  0.0537  10.7872  0.0099  0.0319  0.0034
Si  2.6842  2.6185  10.7054  0.0189  0.0314  0.0121
Si  -0.0504  5.4413  10.9946  -0.0367  0.0532  -0.0416
Si  2.709  8.1543  11.0668  0.0098  0.0066  0.0593
Si  5.4092  -0.0407  10.9462  0.0303  0.009  0.0024
Si  8.172  2.7254  10.9342  0.0092  -0.0268  0.0347
Si  5.3166  5.4529  10.8853  -0.0335  0.012  0.0339
Si  8.0617  8.1553  10.7682  0.0217  -0.0308  -0.0146
Si  1.3305  1.3576  12.1539  -0.0098  0.0256  -0.0301
Si  4.0164  3.8896  12.1047  -0.1098  0.008  0.1226
Si  1.1851  6.8868  12.4061  -0.0267  -0.0477  0.0211
Si  4.0549  9.5717  12.4453  0.0065  -0.0265  -0.0428
Si  6.8259  1.3157  12.2648  -0.0022  0.0201  -0.0097
Si  9.4662  4.0876  12.3874  0.0588  -0.0641  -0.0433
Si  6.7074  6.8417  12.1662  -0.0094  0.0062  -0.0739
Si  10.709  8.5221  13.2949  0.1123  -0.1209  0.0238
Si  0.0668  2.6787  13.6374  0.0501  -0.0325  0.0982
Si  2.6527  0.1564  13.7145  -0.0419  0.036  0.1033
Si  -1.6053  9.6887  12.0024  -0.0356  -0.0082  0.0465
Si  1.3538  6.0954  14.6865  -0.0846  0.024  0.1206
Si  5.4838  2.7434  13.4658  0.0724  -0.0909  -0.0916
Si  8.1125  -0.0417  13.6674  -0.0723  0.0612  0.0974
Si  5.4593  8.1159  13.7067  0.1229  0.0482  -0.0399
Si  8.0399  5.5847  13.5915  -0.0998  0.0447  0.0596
Si  1.9511  3.8831  14.5232  -0.0571  -0.0113  -0.3224
Si  3.9793  1.7528  14.9521  0.0799  -0.1459  -0.1207
Si  0.8095  10.0453  14.8137  0.0153  0.0784  -0.0533
Si  4.3629  6.7475  15.2831  -0.0441  -0.0595  -0.0636
Si  6.3779  4.4208  14.8283  0.053  0.0094  -0.1594
Si  9.9389  0.8933  14.8274  0.0325  0.0411  -0.0451
Si  7.0367  9.236  15.1522  -0.0073  0.0055  -0.1473
Si  9.3894  7.2066  14.6402  -0.0603  -0.0275  -0.0786
Si  -15.0414  -7.7784  17.5123  0.0451  -0.0442  -0.2203
Si  12.4962  6.9368  27.647  0.022  0.0392  0.1465
Si  -2.8823  35.7109  22.4486  0.0485  0.0423  -0.1299
Si  37.2279  -10.5744  29.3945  0.0245  -0.0126  0.2136
Si  -5.6592  13.6708  21.5552  -0.0477  0.0032  -0.241
Si  5.3445  -1.2566  22.8155  0.0227  -0.0199  -0.1055
Si  12.1081  5.0641  21.3249  0.012  0.0464  -0.1965
Si  -14.5912  0.7183  24.38  0.015  0.0461  -0.0044
Si  -12.0631  10.0032  23.6623  -0.0263  -0.0105  -0.0655
Si  8.6548  10.2013  31.8224  0.0203  -0.0106  0.0849
Si  -1.5715  27.3898  21.9826  0.0255  -0.013  -0.1528
Si  -5.6986  11.18  26.5387  0.0177  0.0082  0.1234
Si  9.2084  22.6881  17.0468  0.0482  -0.0752  -0.223
Si  21.0559  34.4955  32.1355  0.001  -0.03  0.177
Si  -0.4763  17.122  17.1767  0.1035  0.0009  -0.2216
Si  8.9374  8.6364  17.2794  -0.0458  0.0567  -0.1929
Si  -4.6294  5.8965  33.3483  0.021  -0.0227  0.123
Si  -5.8733  -2.0929  17.411  -0.028  0.0149  -0.2517
Si  -9.829  0.9717  18.707  -0.0069  -0.0526  -0.2306
Si  -9.8455  1.0796  24.0268  -0.0415  0.0424  -0.0293
Si  5.7838  21.902  20.2405  0.0052  0.0352  -0.3076
Si  -30.8554  -11.8064  33.9586  0.0114  -0.0206  0.1511
Si  -19.0298  3.4774  23.3365  0.0177  0.0426  -0.1199
Si  -3.0211  3.339  32.9661  0.0122  0.0277  0.1474
Si  -3.9757  -12.7772  34.018  0.0056  -0.0109  0.1409
Si  -8.6879  3.8261  30.9636  0.0314  0.0227  0.2144
Si  -6.7763  13.0252  18.8026  0.0419  0.0002  -0.2694
Si  2.0545  20.0575  17.6197  0.0592  -0.0163  -0.1863
Si  25.4444  6.2454  31.6661  0.0067  -0.0132  0.1418
Si  14.0947  -19.6548  27.6127  -0.0058  -0.0058  0.1518
Si  -2.1582  4.5739  19.0392  -0.0352  0.0156  -0.2268
Si  1.0359  -5.1042  32.8537  -0.0198  0.0229  0.2018
Si  -3.7604  23.1923  30.5745  0.0437  -0.0081  0.1419
Si  4.0139  4.1767  16.6526  -0.0261  0.0441  -0.2332
Si  3.1834  -11.99  24.7555  0.0261  -0.0069  -0.0068
Si  5.9978  0.5115  17.2011  0.1583  0.1019  -0.1515
Si  2.3456  4.4763  26.3627  -0.0041  0.0043  0.0578
Si  -0.5876  2.5822  20.4716  -0.0003  -0.0022  -0.2179
Si  -29.8983  -2.2898  29.8402  -0.0181  -0.019  0.2072
Si  9.4942  13.2348  29.1456  -0.1019  -0.0332  0.2099
Si  0.5476  -17.4032  28.5306  -0.034  -0.0488  0.1628
Si  -19.6565  6.0518  18.486  0.0178  0.0012  -0.2386
Si  2.2613  23.6146  33.0823  0.0225  -0.0317  0.1589
Si  -3.0719  8.1278  22.3014  0.0139  -0.0528  -0.1413
Si  -21.2323  -1.9503  25.897  -0.0312  -0.0173  0.0679
Si  -14.8302  8.6703  19.495  -0.0078  -0.0701  -0.3532
Si  -10.6029  8.4498  31.6246  -0.0222  0.0237  0.1657
Si  0.3223  11.8971  26.8756  -0.0619  0.0387  0.115
O  -5.1306  -0.9661  34.7121  0.0135  -0.0398  -0.0881
O  -12.8165  -12.4913  22.4153  0.0225  0.0357  0.0509
O  7.248  -6.9003  18.7685  0.0349  0.0553  0.1355
O  4.283  1.1644  35.5893  0.0159  -0.0258  -0.0508
O  12.3402  21.1694  18.6404  -0.0349  0.051  0.074
O  9.5719  6.913  35.5525  0.0023  0.0086  -0.0251
O  -24.6426  10.9431  30.55  -0.0302  0.0437  -0.0436
O  11.7399  -17.6902  26.9452  0.0299  0.0023  -0.0841
O  -6.7608  -3.9878  35.6663  0.0008  0.006  -0.0393
O  -11.5395  12.7173  30.5123  0.0049  0.0139  -0.1157
O  1.2158  8.6963  30.325  0.0358  0.0031  -0.0942
O  11.5446  -0.3917  34.9407  0.0187  -0.0392  -0.0869
O  6.5901  11.6413  25.8835  0.002  -0.0108  -0.0453
O  -22.3889  7.7914  17.6368  -0.0102  0.0189  0.1149
O  -11.3908  -1.9739  24.6627  0.0006  0.0037  0.0116
O  3.314  3.7167  27.4142  -0.0198  0.0297  -0.0526
N  -4.6442  9.7721  16.663  -0.0061  0.0318  0.1597
N  3.0334  3.0883  15.6567  -0.0694  0.0801  0.1625
O  -7.6366  16.0823  17.6866  -0.0387  0.0559  0.1113
O  5.4218  19.3786  18.9491  0.0462  -0.0207  0.1758
O  24.6312  37.0152  13.1944  0.0168  -0.0168  -0.0874
O  -4.4314  8.477  23.1025  -0.0484  0.0274  0.0518
O  -36.394  -0.6226  19.7809  -0.014  0.0416  0.1007
N  10.6814  6.3409  15.4878  -0.0287  0.0342  0.0647
O  -3.4567  -5.987  32.8133  -0.0143  -0.0088  -0.0416
O  2.7177  6.856  15.2764  -0.0219  0.0805  0.137
O  23.7858  5.7327  20.0675  -0.0231  -0.0397  0.1811
O  -1.1992  30.8168  31.3936  0.0113  -0.0189  -0.0399
O  -8.8277  -2.1004  25.3236  0.0263  0.0032  -0.0235
O  -3.5865  -13.9219  20.8045  0.0356  -0.0127  0.1546
O  4.4035  20.8672  25.7984  -0.0209  -0.014  -0.0385
O  -13.8814  8.0946  18.3604  -0.0548  0.0282  0.1549
O  0.1458  17.7895  32.0838  -0.0072  0.0231  -0.0653
O  7.1031  24.1085  31.9336  -0.02  -0.045  -0.1145
O  12.4876  2.3328  23.1768  -0.0017  -0.0395  0.0367
O  -4.2932  -7.2381  21.8251  0.0203  -0.003  0.0586
N  8.3917  8.2219  15.6913  0.1162  0.055  0.1543
N  5.1063  0.7007  18.7524  0.0399  -0.0935  0.237
O  3.5908  7.6076  30.8159  -0.0188  0.0522  -0.0879
O  0.8995  -4.9413  28.7455  0.0088  0.0067  -0.0745
O  20.0183  10.222  17.4564  -0.0119  -0.0325  0.0658
O  -8.1785  3.9733  24.8797  -0.0083  0.012  0.03
O  10.904  38.6543  21.922  -0.0152  0.0073  0.0483
O  -12.1004  14.1491  19.1272  0.0546  -0.0234  0.108
O  7.1692  -7.0612  16.127  -0.015  0.0072  0.1678
O  3.5959  -12.2127  17.3015  -0.0252  0.0003  0.019
O  -11.0461  -9.5634  17.6419  0.1385  0.019  0.1755
N  4.9097  16.0153  15.4805  0.0299  -0.0163  0.0976
O  -6.69  23.3326  26.4761  0.0096  -0.0176  -0.0627
O  2.3452  15.6405  22.4305  0.0376  -0.0427  0.0831
O  2.4701  27.8457  26.5691  0.019  -0.019  -0.0519
O  -13.6059  -12.7234  35.0186  -0.0124  0.022  -0.0738
O  11.2729  18.5722  26.8938  -0.0128  0.0257  -0.0519
O  11.3568  3.6816  20.985  0.0031  0.0076  0.0735
O  11.21  12.1763  20.1218  -0.0443  0.0484  0.1268
O  -23.2544  22.2613  32.6505  -0.0191  0.0113  -0.0618
O  -33.5374  12.3697  27.8671  0.0667  -0.0287  -0.1093
O  -5.8269  20.8155  21.236  -0.0062  -0.0119  0.1493
O  -13.9017  24.0496  29.3881  0.0395  0.0397  -0.0841
O  11.6509  5.4787  17.8361  0.0176  0.009  0.1351
O  3.5702  20.8948  29.862  0.0166  0.0342  -0.0713
N  -3.415  1.495  17.3706  -0.2689  -0.0026  0.1016
O  -3.1909  -8.0341  34.5126  -0.0391  0.0096  -0.0962
O  5.7212  5.1352  34.6706  0.0022  -0.0016  -0.0842
O  -8.042  -8.3472  31.739  0.0098  0.0304  -0.0907
O  1.2112  9.3204  16.2402  0.0296  -0.0021  0.1098
O  0.6802  12.6687  32.8755  -0.0364  0.0256  -0.0577
O  1.0514  -6.4477  31.9526  0.0206  -0.0586  -0.0974
O  3.3219  15.8536  30.7369  -0.0195  -0.0327  -0.0749
O  -5.9258  22.7977  16.0315  -0.0349  -0.0078  0.1552
O  4.267  13.8234  20.2323  0.0514  0.023  0.2202
O  -2.3426  10.7564  24.476  0.0014  -0.0083  0.0179
N  -5.9156  -7.7468  17.6376  0.0589  -0.1148  0.0656
O  -6.6767  13.8278  22.8269  -0.0305  0.0038  0.0885
O  -5.2668  0.8634  30.4723  -0.0624  -0.0236  -0.0791
O  -12.1429  1.3157  35.5698  -0.006  0.0241  -0.0398
O  -7.1754  23.4191  29.0567  -0.0212  0.0178  -0.0811
O  6.6143  7.4203  33.7798  -0.0035  0.0265  -0.0446
O  2.5879  17.188  32.8911  0.0168  -0.0106  -0.0835
O  1.0394  20.1219  32.7877  -0.038  -0.0411  -0.1089
O  -11.8489  14.7857  28.8701  0.0341  0.0256  -0.0679
O  1.5109  -7.3778  29.5399  -0.045  0.0086  -0.1366
O  2.4936  1.8261  18.5523  -0.008  -0.01  0.0639
O  -4.9176  1.3738  21.2352  0.0129  -0.0049  0.1221
O  -10.6589  12.4608  25.3502  0.0042  0.0077  -0.0302
O  -32.3379  10.2822  26.7692  0.0107  -0.0235  -0.0408
O  -1.939  -6.588  22.8552  -0.01  -0.0186  0.0612
O  18.4723  -8.7399  23.7251  -0.0157  -0.0478  0.0515
O  -8.7274  7.6616  18.2415  -0.0198  -0.0536  0.0635
O  9.1089  -5.4433  17.7224  -0.0286  -0.0714  0.0858
O  4.902  -14.3835  16.6707  -0.0214  0.0678  0.0879
O  -8.2477  18.8596  28.352  -0.0345  -0.0544  -0.1137
O  -8.172  -1.9915  34.7461  -0.0494  0.0341  -0.1115
O  0.4934  -5.4168  34.3493  0.0383  0.0204  -0.1398
O  23.5168  1.4814  27.4587  0.0061  -0.016  -0.0535
O  19.9104  2.2318  21.4308  -0.0537  -0.0118  0.1006
O  14.7943  -1.6597  23.4221  -0.0309  -0.0089  0.0398
O  -26.6715  0.0556  23.5074  -0.0063  0.0095  0.0394
O  -1.4551  14.0803  32.6147  0.0068  -0.0129  -0.0682
O  5.3999  -0.1525  28.0816  0.0063  0.0013  -0.1358
O  8.5175  -4.1198  22.758  -0.0128  0.0215  0.0424
O  -3.5047  -12.1476  32.6272  0.0233  0.0253  -0.0842
O  -10.8926  11.0381  23.1869  0.0366  -0.0019  0.0207
O  -8.2753  -8.1644  34.4073  -0.0191  0.0002  -0.1484
O  5.1553  6.0319  32.202  -0.0455  0.0186  -0.068
O  -12.9486  -27.2719  20.4298  0.0203  0.0342  0.1558
O  2.71  0.2945  33.3466  0.0158  0.038  -0.0451
O  -8.5044  0.271  24.4428  0.0007  -0.0126  -0.0067

Results
free energy: -65708.322 eV
free energy less fixed offsets of N -289.75, O -463.61, Si -117.95 eV per atom: -44.522 eV
pressure: -0.26 GPa
stress xx, yy, zz, yz, xz, xy (GPa, positive in tension): 1.24, -0.45, -0.02, -0.03, -1.16, 0.21
